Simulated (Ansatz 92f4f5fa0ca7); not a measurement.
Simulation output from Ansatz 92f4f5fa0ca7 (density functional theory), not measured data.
Periodic cell of 220 atoms, Si131O87Al1F1, from a study of silicon, its oxide and their interface. The atomic structure is a simulated model.
Doubt: the cutoff is far below the 930 eV that the study's wrapper takes by default for these files, so forces and energies are approximate.
Doubt: the program's own warning below bears on the result.
This geometry differs little from another in the collection (a relaxation step or a small displacement).

Settings
functional: PBE
potential files: Ansatz PAW
basis: plane waves
wave-function cutoff: 580 eV
density cutoff ratio: 5
exchange-correlation grid ratio: 1
k mesh: 1 x 1 x 1, Gamma-centred
self-consistency stop: 5e-08 eV per atom in the density residual
occupations: fixed
spin: none
net charge: 0

Cell vectors (angstrom)
a  10.938  0  0
b  0  10.938  0
c  0  0  32.5294

Atoms and the computed forces on them: element, x, y, z (angstrom), force x, y, z (eV/angstrom)
Si  -0.2658  0.2857  25.1425  0.0274  -0.0667  0.0576
Si  5.665  -0.3059  25.1468  -0.0392  0.0835  0.0196
Si  2.3541  2.9878  25.0343  0.0943  -0.0609  0.0971
Si  8.4638  2.5055  25.0997  -0.0374  0.0107  -0.0083
Si  0.1243  5.2265  24.9116  -0.0151  0.0514  -0.0264
Si  5.2161  5.7824  25.0601  0.0558  -0.1127  0.0848
Si  2.9807  7.9917  25.01  -0.0756  0.0369  -0.0091
Si  7.8857  8.4296  25.076  0.1071  -0.0489  0.0653
Si  1.2981  1.4326  26.4547  0.0309  -0.0165  -0.0333
Si  6.8242  1.3577  26.3643  -0.0349  0.0278  -0.0058
Si  4.0348  4.1304  26.2977  0.0226  -0.0293  -0.0322
Si  9.5826  4.1089  26.3905  -0.0485  0.0329  -0.0042
Si  1.3279  6.8196  26.2538  -0.0391  0.0412  0.0106
Si  6.771  6.8773  26.4403  0.0295  -0.0405  -0.0344
Si  4.0825  9.5146  26.4458  -0.0402  0.0429  -0.0069
Si  9.5143  9.5788  26.3697  0.0262  -0.024  -0.0341
Si  2.7159  0.0187  27.7371  -0.0068  0.0054  0.0042
Si  8.1834  0.0113  27.7633  0.0144  -0.0027  0.0312
Si  -0.0316  2.7792  27.8116  0.0128  -0.0225  0.0287
Si  5.4367  2.7586  27.6935  -0.0131  0.0111  -0.0071
Si  2.6978  5.4919  27.7128  0.0125  -0.0135  0.0198
Si  8.1891  5.4821  27.7289  -0.0076  0.0087  0.0087
Si  -0.0058  8.2007  27.6896  -0.0009  -0.0003  -0.0008
Si  5.4475  8.2123  27.8241  0.0084  -0.0075  0.0271
Si  4.1018  1.3673  29.1111  0.0276  0.1028  -0.1898
Si  9.5708  1.3673  29.1111  -0.169  0.001  0.2892
Si  1.3673  4.1018  29.1111  0.1141  0.2929  0.2561
Si  6.8362  4.1018  29.1111  -0.1194  -0.0194  -0.2558
Si  4.1018  6.8362  29.1111  -0.3301  -0.2205  0.2393
Si  9.5708  6.8362  29.1111  0.0638  0.0456  -0.234
Si  1.3673  9.5708  29.1111  -0.1102  -0.07  -0.2426
Si  6.8362  9.5708  29.1111  0.0245  0.1621  0.3948
Si  0  0  30.4784  -0.0347  -0.016  -0.0219
Si  5.469  0  30.4784  0.0768  -0.018  0.0082
Si  2.7345  2.7345  30.4784  0.0141  0.0394  -0.0218
Si  8.2035  2.7345  30.4784  -0.0162  -0.1169  0.0058
Si  0  5.469  30.4784  0.071  0.0001  -0.0026
Si  5.469  5.469  30.4784  -0.0755  -0.0421  -0.0116
Si  2.7345  8.2035  30.4784  0.0203  -0.0702  0.0012
Si  8.2035  8.2035  30.4784  0.0157  0.0359  -0.0219
Si  1.3673  1.3673  31.8456  0.0014  -0.0044  -0.0197
Si  6.8362  1.3673  31.8456  -0.0265  0.0663  -0.005
Si  4.1018  4.1018  31.8456  0.0262  -0.0308  0.0019
Si  9.5708  4.1018  31.8456  0.0169  0.0684  -0.0375
Si  1.3673  6.8362  31.8456  -0.0901  0.0094  -0.0214
Si  6.8362  6.8362  31.8456  0.0143  0.0213  -0.0252
Si  4.1018  9.5708  31.8456  -0.0489  0.0188  -0.0278
Si  9.5708  9.5708  31.8456  -0.0038  -0.013  -0.0072
Si  2.7345  0  0.6835  0.05  -0.0404  0.0261
Si  8.2035  0  0.6835  -0.0062  -0.0051  0.0083
Si  0  2.7345  0.6835  -0.0261  -0.0268  0.0111
Si  5.469  2.7345  0.6835  0.0163  -0.036  0.0312
Si  2.7345  5.469  0.6835  -0.0036  0.0542  0.0001
Si  8.2035  5.469  0.6835  0.0051  -0.0464  0.0234
Si  0  8.2035  0.6835  0.0603  -0.0149  0.021
Si  5.469  8.2035  0.6835  -0.0041  -0.0057  0.0169
Si  4.1018  1.3673  2.0507  -0.0692  0.0579  -0.0068
Si  9.5708  1.3673  2.0507  0.0665  0.0324  0.0122
Si  1.3673  4.1018  2.0507  -0.0228  0.0286  0.0251
Si  6.8362  4.1018  2.0507  -0.0019  0.0662  0.0123
Si  4.1018  6.8362  2.0507  -0.0291  -0.0588  -0.0148
Si  9.5708  6.8362  2.0507  -0.0078  0.025  0.0238
Si  1.3673  9.5708  2.0507  -0.0891  0.0087  0.014
Si  6.8362  9.5708  2.0507  0.0866  0.0144  -0.0017
Si  0  0  3.418  0.1688  0.0821  -0.2837
Si  5.469  0  3.418  0.1025  0.0949  0.4802
Si  2.7345  2.7345  3.418  0.3336  -0.281  -0.0161
Si  8.2035  2.7345  3.418  -0.1114  -0.1724  0.1218
Si  0  5.469  3.418  -0.0236  -0.1416  -0.0686
Si  5.469  5.469  3.418  -0.1853  -0.1217  -0.3372
Si  2.7345  8.2035  3.418  0.2424  0.0764  0.077
Si  8.2035  8.2035  3.418  -0.1235  0.1738  -0.2015
Si  1.4303  1.3072  4.7804  -0.0329  -0.0211  -0.002
Si  6.8533  1.3783  4.8678  0.007  -0.0064  -0.0114
Si  4.1871  4.0273  4.7856  -0.0801  0.0357  -0.0374
Si  9.5701  4.0821  4.7759  -0.0056  0.0161  -0.0139
Si  1.4107  6.7941  4.7529  -0.0178  0.0113  -0.0074
Si  6.7727  6.8755  4.7306  0.0095  0.0172  -0.0629
Si  4.1214  9.5648  4.8362  -0.0136  0.0023  -0.0312
Si  9.5552  9.6145  4.7476  0.0586  0.0303  0.0064
Si  2.8178  -0.0076  6.2697  0.0045  -0.0316  0.0027
Si  8.2556  0.0267  6.2405  -0.0236  -0.002  -0.0027
Si  0.0356  2.6823  6.0826  -0.012  -0.0214  0.0591
Si  5.5614  2.7725  6.3316  0.0521  -0.0742  0.0156
Si  2.7814  5.3848  6.0749  0.0236  0.0402  0.0367
Si  8.1324  5.4991  6.0101  0.0588  -0.0624  0.0204
Si  0.0532  8.242  5.9977  0.0168  -0.0202  -0.027
Si  5.4727  8.1921  6.2204  -0.0327  0.0151  0.0913
Si  3.9264  1.6372  7.6316  -0.0123  0.0218  -0.0243
Si  9.9759  1.1088  7.5194  0.0501  0.0453  -0.1137
Si  1.6185  3.7969  7.3779  -0.0759  0.0931  -0.1658
Si  6.7023  4.5031  7.5988  0.0293  0.0059  -0.0201
Si  4.299  6.5177  7.4496  -0.1798  0.1317  -0.4532
Si  9.3466  7.0946  7.1507  0.082  -0.0091  0.0354
Si  1.19  9.6759  7.4619  -0.0626  0.0069  -0.0575
Si  7.1555  9.2949  7.4922  -0.0403  0.0354  -0.0792
O  1.2657  4.1022  24.4611  -0.0355  0.0298  -0.0104
O  6.7983  9.5717  24.574  -0.0292  -0.0047  -0.0193
O  2.7244  2.7206  7.9329  0.0943  -0.0782  0.0346
O  8.3121  8.1715  7.8644  -0.0127  -0.02  0.0175
O  5.4633  5.517  8.0478  0.2073  -0.1561  0.0507
O  0.0696  -0.1298  7.8764  0.0339  -0.0152  0.0628
O  4.1028  6.8771  24.5129  -0.0222  0.0498  -0.0195
O  9.5581  1.376  24.5793  -0.0182  0.0334  -0.014
O  1.615  8.9114  8.8702  -0.0074  0.0014  -0.0097
O  0.9099  4.3069  8.7629  -0.0634  0.0443  0.1448
O  9.7709  1.8043  9.0207  -0.0231  -0.059  0.1451
O  6.6175  9.848  8.9593  0.0166  0.0164  0.0734
O  4.465  1.2424  9.1445  0.0102  -0.0347  0.0939
O  3.3743  6.9729  8.7176  0.062  -0.0229  0.2589
O  7.5469  4.2209  9.0101  0.0169  -0.0155  0.0501
O  10.0437  6.2429  8.3451  0.0028  -0.0091  0.0083
O  2.9022  2.1378  23.7356  0.0123  -0.0277  -0.0648
O  4.8131  0.2398  23.8584  -0.0167  0.0086  -0.0277
O  7.9171  3.2956  23.7636  -0.0017  0.0122  -0.0105
O  10.286  5.7658  23.5427  -0.0148  0.0064  -0.0094
O  8.4227  7.658  23.7355  0.0096  -0.0201  -0.0552
O  2.4262  8.7488  23.654  0.0024  0.0067  -0.0109
O  6.0499  5.238  23.7476  0.0163  0.0015  -0.0507
O  0.5472  10.6229  23.8625  0.0218  -0.0117  -0.0418
Si  3.184  9.2549  11.9045  0.0733  0.0721  0.0138
Si  8.2116  4.8034  10.389  0.0146  0.0267  -0.0166
Si  7.0537  4.7633  17.4811  -0.0038  0.0355  -0.0014
Si  4.2975  1.5786  23.1028  -0.0011  0.0134  0.0168
Si  12.406  3.3148  19.2525  -0.0186  -0.1774  0.0948
Si  7.9862  -2.9364  14.5425  0.0745  0.0189  0.018
Si  1.0744  9.364  22.9748  -0.01  -0.0064  0.0163
Si  4.0482  12.8423  20.0935  0.0312  -0.0336  0.0191
Si  -2.3643  2.9706  12.6616  0.0015  -0.0113  -0.0065
Si  -3.9313  14.1633  20.1209  0.0075  0.019  0.0013
Al  1.0969  -4.5281  18.5545  0.0717  0.0399  0.2115
Si  0.8427  11.1828  12.422  -0.0622  0.0521  0.0602
Si  10.2891  9.802  14.8269  -0.0757  0.0503  0.0203
Si  -6.0511  3.1487  16.0396  0.0099  -0.02  0.0246
Si  7.1721  10.2628  10.4404  0.1877  0.0084  0.1292
Si  0.6745  17.707  15.4948  -0.1572  -0.039  -0.2344
Si  -1.3853  4.2347  15.4288  -0.0276  -0.0164  0.0394
Si  0.0005  5.4635  9.4248  0.0224  0.003  -0.0657
Si  4.9912  7.4554  13.4906  0.0039  -0.1627  0.0593
Si  6.5503  3.8466  23.0685  0.0024  -0.0116  0.0206
Si  7.4103  7.708  17.4233  -0.027  0.0408  -0.0705
Si  9.7998  1.0903  10.4997  -0.0529  -0.1505  -0.0644
Si  2.1526  11.582  18.204  0.0248  -0.0205  0.0072
Si  9.7962  1.8745  19.7549  -0.0371  -0.0363  -0.0035
Si  4.6204  0.8044  10.7026  0.0507  -0.0969  0.0011
Si  3.0002  2.2299  13.0018  0.0112  0.012  0.0113
Si  2.1925  7.5862  9.6306  -0.1996  -0.0074  -0.0853
Si  5.8527  9.6737  15.6294  -0.0119  -0.0357  -0.0148
Si  3.1262  5.0491  14.4023  0.1017  0.0188  -0.0103
Si  9.6806  7.1354  22.8336  0.0107  -0.0016  0.0324
Si  11.2483  10.1964  20.228  0.0342  -0.0148  0.026
Si  7.302  -3.5902  11.7737  -0.0671  0.0989  0.0323
Si  -1.4388  7.5479  19.7622  -0.0937  0.0907  0.1021
Si  3.5671  0.5685  15.7509  0.0643  -0.0307  0.0311
Si  9.6113  12.3887  16.5569  -0.0087  -0.031  -0.0026
Si  7.0433  1.5317  14.7804  -0.0165  -0.0365  0.0458
O  4.2885  10.0046  15.7317  -0.0346  0.0573  -0.0172
O  10.2127  -0.0297  16.0639  -0.0008  0.0346  -0.0081
O  8.6673  -0.0726  10.4282  -0.1646  0.0129  0.0483
O  0.112  8.3174  14.9488  0.0496  -0.0755  0.0184
O  4.3607  -4.7776  14.1948  -0.0319  0.0316  -0.0504
O  2.8361  13.9509  20.1694  -0.0452  0.0394  -0.0216
O  1.8179  6.014  14.5034  -0.0163  0.0177  0.0239
O  -1.7708  14.8542  13.8503  0.0121  0.0055  0.0032
O  -2.8926  1.5722  16.0519  0.025  0.0029  -0.0194
O  -1.0821  4.7947  10.4449  -0.0213  -0.0192  0.0149
O  10.3164  -4.4652  18.9314  0.0166  -0.02  -0.0172
O  8.29  7.4343  16.019  -0.0108  -0.0167  0.0403
O  -3.1902  1.7365  13.3378  -0.0007  0.0033  -0.0143
O  3.4031  12.1824  14.2706  -0.0047  -0.0214  0.0036
O  1.3329  9.9099  21.4728  -0.01  0.0255  -0.0245
O  8.1631  7.1293  13.1909  0.0077  -0.014  -0.0493
O  8.2896  2.223  20.314  0.0082  -0.0006  0.0028
O  10.2385  8.9759  19.9698  -0.0087  -0.0169  -0.0146
O  4.1285  1.1825  21.5521  -0.0052  0.0039  -0.0175
O  -3.6754  8.9195  11.3893  -0.0114  0.1316  -0.1294
O  6.8025  4.0893  21.4904  0.0024  -0.002  -0.0239
O  8.1633  7.9677  18.8194  0.041  -0.016  0.0106
O  12.1356  10.4799  18.8953  0.0056  0.0021  -0.0179
O  6.5524  6.3308  17.511  0.0019  -0.0298  0.0094
O  -2.7238  4.5195  16.3507  0.0067  -0.0105  -0.0153
O  9.6322  2.2075  11.6766  -0.0059  -0.0117  0.0001
O  10.7209  10.748  13.5698  0.0548  0.0264  -0.0872
O  5.9119  2.725  14.8161  -0.0066  0.0088  -0.0103
O  6.4488  10.9409  14.8371  0.0092  0.0615  -0.023
O  -0.5234  16.5555  15.4249  0.0382  0.0183  -0.0051
O  -2.2286  -1.5077  14.4337  0.0956  0.0279  -0.024
O  4.0211  1.9101  11.7517  0.0182  -0.039  -0.0191
O  -7.3494  11.6862  19.012  -0.0107  0.0086  -0.0019
O  2.8403  7.9331  11.0685  0.0245  -0.0303  0.1561
O  5.7784  6.9256  12.1925  0.0784  0.0113  -0.0131
F  1.9727  -3.5651  19.6269  -0.0004  -0.0016  0.0213
O  6.1952  8.2949  14.5316  -0.0598  -0.0244  0.0246
O  9.1499  6.9864  21.2933  0.0141  -0.0134  -0.0326
O  1.4875  12.6718  12.6578  -0.0526  -0.0658  -0.0067
O  -0.0668  8.2219  22.9554  0.0004  -0.0031  0.0029
O  6.5123  9.0617  16.9823  0.0385  -0.0547  0.0597
O  -3.4523  4.2819  18.9634  -0.001  -0.0197  0.0138
O  2.2559  0.2093  16.6153  -0.0254  -0.0084  -0.0036
O  -0.0133  3.0494  19.9801  0.035  0.0389  -0.0032
O  1.583  4.75  18.621  0.0212  0.0256  -0.0588
O  3.9037  10.2877  10.8968  0.1089  0.1281  -0.0259
O  5.3999  2.7412  23.3304  -0.0003  -0.004  0.0066
O  3.6359  4.1341  15.6603  -0.0138  -0.0084  -0.0087
O  5.5707  13.4208  19.77  -0.0047  0.003  -0.0049
O  -3.2578  3.9268  11.665  0.0013  -0.0049  0.0044
O  4.0715  8.7313  13.1811  -0.0533  0.0805  -0.0185
O  6.1953  0.4981  11.039  -0.0097  -0.1042  -0.0761
O  9.6066  1.4786  18.166  0.0103  0.0053  0.0105
O  -0.6405  13.7862  15.966  0.0085  0.0096  -0.0213
O  4.403  1.6929  16.6032  -0.013  -0.002  -0.0358
O  1.5042  13.0652  18.1073  -0.0027  0.0375  -0.0094
O  5.7202  -7.0269  17.1649  0.0055  0.0055  -0.0067
O  1.0205  6.5451  10.0779  -0.0143  0.003  -0.0167
O  1.2985  7.0052  16.9197  0.0563  0.0576  -0.0744
O  1.9195  9.9821  12.5549  -0.0017  0.0324  0.0461
O  7.7895  6.3836  10.5896  -0.0162  -0.0087  0.0088
O  11.1684  0.2823  10.9098  -0.1109  0.0866  -0.0203
O  10.3157  11.4978  20.5653  -0.0012  0.0097  0.0016
O  2.9927  3.8653  13.2369  0.0119  0.0253  0.0292

Results
free energy: -135997.419 eV
free energy less fixed offsets of Al -1619.15, F -1619.15, O -568.88, Si -635.61 eV per atom: -1.649 eV

The program warned: the cutoff lies below the one the program advises for these potential files; the model core charge is not resolved on the grid; the exchange-correlation potential is rough where the density is thin.
